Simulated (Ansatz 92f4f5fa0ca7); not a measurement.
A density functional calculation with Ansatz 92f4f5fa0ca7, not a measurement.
Periodic cell of 444 atoms, Si256O116H72, with a vacuum gap, from a study of silicon, its oxide and their interface. The atomic structure is a simulated model.

Settings: functional r2SCAN; potential files Ansatz PAW; basis plane waves; wave-function cutoff 800 eV; density cutoff ratio 5; exchange-correlation grid ratio 1; k mesh 1 x 1 x 1, Gamma-centred; self-consistency stop 2e-11 eV per atom in the density residual; occupations fixed; spin none; net charge 0; applied field sawtooth along c, amplitude -0.015 V/angstrom in the program's sign convention, ramp centred at 0.9865 of c and 0.0270 of c wide, no dipole correction.

Cell vectors (angstrom)
a	16.3305	0	0
b	0	16.3305	0
c	0	0	37.0008

Atoms: element, x, y, z (angstrom)
Si	-0.7257	0.506	23.3579
Si	2.0249	3.0089	23.1111
Si	0.0672	5.321	23.6693
Si	2.8184	8.1062	23.7031
Si	0.8422	10.4436	23.1743
Si	2.8351	13.7295	23.2201
Si	5.4632	0.1972	22.9577
Si	8.4859	2.424	23.4028
Si	5.0048	5.9423	23.2603
Si	8.0046	8.1839	23.3969
Si	5.6952	10.285	23.2924
Si	8.4987	13.4387	23.653
Si	10.7671	0.2483	23.5862
Si	13.5243	2.7386	23.7574
Si	11.4061	4.9315	23.338
Si	14.2427	7.4603	23.0606
Si	10.4798	11.0914	23.1683
Si	13.5515	13.2499	22.9627
Si	1.1075	1.423	24.6048
Si	3.9215	4.0641	24.3208
Si	1.4184	6.724	24.9057
Si	4.2313	9.4573	24.922
Si	1.6317	12.162	24.5802
Si	4.2129	15.1083	24.466
Si	6.856	1.2621	24.573
Si	9.6326	4.0404	24.6372
Si	6.7161	6.7505	24.6992
Si	9.5236	9.4735	24.5939
Si	6.7557	12.1359	24.5065
Si	9.726	14.9168	24.911
Si	12.2129	1.3321	25.0116
Si	14.9716	4.0625	24.9803
Si	12.4804	6.6691	24.5133
Si	15.2202	9.3751	24.2353
Si	12.2165	12.0891	24.4821
Si	14.8233	14.8419	24.4101
Si	-0.0093	2.6686	26.2164
Si	2.6707	0.0378	25.8075
Si	0.0124	8.1987	26.0062
Si	2.8047	5.2982	26.0625
Si	0.0462	13.5621	25.7627
Si	2.8673	10.924	26.1167
Si	5.3794	2.7153	25.7605
Si	8.1892	-0.0399	26.0584
Si	5.53	8.0737	26.2182
Si	8.1824	5.3848	25.931
Si	5.493	13.6376	25.8753
Si	8.1523	10.8391	25.972
Si	10.8232	2.7403	26.209
Si	13.6119	-0.1979	26.0638
Si	11.0077	8.0874	25.816
Si	13.6167	5.4843	26.183
Si	11.0686	13.473	26.0856
Si	13.7407	10.7266	25.6937
Si	1.3957	4.0489	27.4634
Si	4.0448	1.38	27.2176
Si	1.4048	9.5401	27.3604
Si	4.1022	6.706	27.4441
Si	1.3589	14.9532	27.2009
Si	4.1754	12.346	27.3802
Si	6.7709	4.0136	27.248
Si	9.4717	1.3323	27.4679
Si	6.8712	9.5265	27.4388
Si	9.5737	6.7869	27.2503
Si	6.821	14.9216	27.3496
Si	9.5457	12.1909	27.3317
Si	12.2273	4.1067	27.4828
Si	14.9394	1.2413	27.4237
Si	12.35	9.4692	27.196
Si	15.0084	6.8696	27.4374
Si	12.2994	14.8616	27.4822
Si	15.0165	12.1816	27.1521
Si	0.0387	-0.0718	28.6983
Si	2.7597	2.675	28.7384
Si	0.0288	5.4631	28.7576
Si	2.7239	8.1364	28.7245
Si	0.0176	10.9112	28.663
Si	2.7182	13.66	28.6646
Si	5.4089	0.0073	28.6315
Si	8.0875	2.7104	28.7383
Si	5.4877	5.3668	28.727
Si	8.2471	8.1333	28.698
Si	5.493	10.9263	28.7332
Si	8.1995	13.5779	28.7058
Si	10.885	-0.05	28.7524
Si	13.5901	2.6762	28.751
Si	10.8483	5.4741	28.76
Si	13.6152	8.2037	28.7378
Si	10.9531	10.8137	28.6173
Si	13.7113	13.5	28.6949
Si	1.365	1.3272	30.0646
Si	4.0848	4.0661	30.0939
Si	1.3685	6.818	30.1255
Si	4.0947	9.5408	30.0432
Si	1.37	12.2834	30.0369
Si	4.0607	15.0124	30.0484
Si	6.7387	1.3462	30.0804
Si	9.474	4.0831	30.0867
Si	6.8362	6.7803	30.0431
Si	9.5882	9.5024	30.0382
Si	6.8452	12.2582	30.0979
Si	9.5197	14.9432	30.0993
Si	12.2148	1.345	30.1066
Si	14.9617	4.08	30.069
Si	12.235	6.8401	30.0872
Si	14.9897	9.5728	30.0703
Si	12.2808	12.19	30.0215
Si	14.9968	14.9302	30.0624
Si	-0.0025	2.7203	6.907
Si	2.7116	0.0145	6.9514
Si	-0.0006	8.1945	6.947
Si	2.7228	5.4436	6.9688
Si	0.0115	13.6247	6.9278
Si	2.7419	10.9129	6.9039
Si	5.406	2.7297	6.9556
Si	8.1427	-0.0011	6.933
Si	5.4456	8.1539	6.8897
Si	8.1478	5.4496	6.9499
Si	5.4505	13.6438	6.9051
Si	8.2086	10.8642	6.9032
Si	10.8436	2.7112	6.957
Si	13.6137	0.0003	6.9215
Si	10.8875	8.1822	6.9539
Si	13.5905	5.4528	6.9253
Si	10.9181	13.5663	6.8959
Si	13.624	10.9002	6.9441
Si	1.3071	4.0919	8.3014
Si	4.0234	1.4186	8.308
Si	1.3877	9.5585	8.2816
Si	4.0817	6.8312	8.3149
Si	1.318	15.0079	8.2913
Si	4.1078	12.2804	8.2783
Si	6.756	4.116	8.2923
Si	9.4767	1.3567	8.3389
Si	6.8115	9.5091	8.2417
Si	9.507	6.8184	8.2875
Si	6.7861	14.9931	8.304
Si	9.5493	12.2268	8.2708
Si	12.2134	4.1025	8.292
Si	14.9429	1.4166	8.2895
Si	12.2404	9.5539	8.284
Si	14.9397	6.8322	8.2927
Si	12.2418	14.9683	8.2601
Si	14.9747	12.2945	8.2874
Si	-0.0328	0.0797	9.6558
Si	2.6507	2.7654	9.6909
Si	-0.0606	5.459	9.673
Si	2.7174	8.2001	9.6944
Si	0.0212	10.9297	9.6021
Si	2.694	13.6477	9.5948
Si	5.4198	0.0845	9.6145
Si	8.0748	2.7586	9.6555
Si	5.4482	5.4923	9.6929
Si	8.1518	8.1787	9.6343
Si	5.4792	10.8709	9.6271
Si	8.1683	13.5841	9.6166
Si	10.8661	-0.0509	9.6645
Si	13.6002	2.8025	9.6847
Si	10.8323	5.4474	9.646
Si	13.5483	8.1806	9.6366
Si	10.9131	10.9139	9.6628
Si	13.631	13.6853	9.6457
Si	1.2499	1.454	11.0786
Si	4.0128	4.1627	11.0036
Si	1.2948	6.8256	11.0198
Si	4.1323	9.546	11.0494
Si	1.4027	12.2531	10.9749
Si	3.9815	15.1178	10.8859
Si	6.7	1.4479	11.0466
Si	9.4121	4.1276	10.9957
Si	6.8303	6.8612	11.0692
Si	9.5351	9.518	10.9731
Si	6.8543	12.2073	10.9975
Si	9.483	14.8996	11.0471
Si	12.2465	1.3693	10.9556
Si	14.8728	4.229	11.1517
Si	12.1644	6.8145	11.0007
Si	14.9229	9.6015	10.8936
Si	12.2495	12.3588	10.9809
Si	14.966	15.0666	11.0354
Si	-0.0302	2.8983	12.4982
Si	2.672	0.1127	12.3899
Si	-0.2173	8.1387	12.2563
Si	2.7337	5.5756	12.4038
Si	0.0805	13.7106	12.282
Si	2.7247	10.8432	12.4016
Si	5.2894	2.7978	12.4313
Si	8.0439	-0.0063	12.296
Si	5.5208	8.2654	12.4745
Si	8.1542	5.4764	12.4782
Si	5.288	13.6199	12.0522
Si	8.3306	10.9076	12.4058
Si	10.7287	2.6628	12.2051
Si	13.6375	0.1129	12.4297
Si	10.82	8.1258	12.3784
Si	13.381	5.5737	12.5544
Si	10.9163	13.591	12.4828
Si	13.6266	11.013	12.2739
Si	1.5535	4.1242	13.7959
Si	3.639	1.7481	13.8047
Si	0.9896	9.6429	13.4958
Si	4.3106	6.7165	13.7586
Si	1.6663	14.7667	13.6704
Si	3.8821	12.5376	13.547
Si	6.4332	4.4096	13.6751
Si	9.627	1.1164	13.5755
Si	7.234	9.3474	13.7321
Si	9.3365	6.9883	13.8951
Si	6.6328	14.8526	13.4226
Si	10.062	11.7892	13.8333
Si	12.115	3.829	13.6246
Si	14.6405	1.828	13.7752
Si	12.2689	9.5719	13.4743
Si	14.4549	7.3267	13.7787
Si	11.9954	15.3345	13.6586
Si	15.2957	12.1239	13.5268
Si	13.9362	15.732	18.919
Si	-16.7112	12.3847	16.4748
Si	-18.3996	-4.916	20.5455
Si	1.3479	9.7084	16.4495
Si	-8.8678	25.5269	19.2817
Si	18.5617	-15.0707	20.3616
Si	1.044	15.1714	16.6665
Si	3.9779	30.9871	17.7249
Si	27.5659	-8.0967	19.0172
Si	16.6734	-8.8366	18.4356
Si	9.5208	15.3911	17.1849
Si	-0.2505	5.655	15.9063
Si	5.2155	21.5514	20.3815
Si	11.8328	-1.1777	21.0828
Si	-24.8525	6.0536	19.0945
Si	7.898	18.1725	20.5691
Si	-22.6527	6.2509	16.9791
Si	9.3601	-2.6475	19.711
Si	-8.6863	2.3863	15.7002
Si	-10.9031	12.3722	16.2312
Si	8.2046	-2.8968	15.3872
Si	16.1888	17.511	18.4281
Si	-22.6487	-5.7254	20.1947
Si	-11.401	18.4671	20.6248
Si	14.0457	-8.0588	20.1026
Si	0.6133	-3.9372	20.612
Si	-12.907	29.2544	20.1275
Si	0.9247	31.5995	21.6037
Si	-1.7013	2.9337	16.5287
Si	3.8844	24.5434	16.4745
Si	20.9487	26.4403	20.3725
Si	13.7173	29.2602	18.3205
Si	22.7631	-22.8766	16.6493
Si	-6.5966	6.5056	21.217
Si	3.1952	-8.8906	19.331
Si	-8.8383	15.2268	21.2904
Si	38.0182	16.5168	15.8014
Si	11.5676	3.6244	16.6896
Si	9.2581	-14.3007	17.9774
Si	12.4719	14.9818	16.6198
O	2.7787	-2.7038	14.1085
O	10.8172	16.4208	14.0622
O	-9.7587	1.2177	15.932
O	1.0112	5.048	15.056
O	-11.4504	17.8612	22.1587
O	-6.8878	-2.1917	18.1815
O	3.5052	7.3126	17.7468
O	4.9934	15.8425	17.2384
O	-6.6463	-4.2124	19.7676
O	-7.3115	2.3685	19.5354
O	-2.0845	12.0228	22.0667
O	10.6154	7.5945	17.666
O	4.0968	1.0065	15.194
O	12.7549	-2.2826	21.798
O	6.4085	5.2443	19.269
O	1.0933	-7.3073	15.004
O	-2.9393	2.8577	13.8038
O	15.0676	16.7823	19.3511
O	0.2543	13.8964	21.1033
O	-9.3886	12.9618	16.2667
O	22.7181	1.891	19.966
O	-15.5688	11.2224	16.4792
O	5.7799	5.6593	21.8422
O	11.2063	10.6439	14.2417
O	9.6209	1.2947	23.1336
O	11.0437	-0.668	16.8122
O	11.3755	3.8442	15.0874
O	1.8639	9.1741	22.8593
O	0.2876	16.4326	17.31
O	3.639	23.7223	15.0965
O	20.5579	11.568	19.8004
O	2.5776	19.249	14.2902
O	10.9201	9.8262	19.1016
O	8.7962	7.3463	22.2369
O	15.6702	11.8146	19.8463
O	3.3859	13.2586	21.7311
O	6.9546	-6.2303	15.1572
O	-5.629	2.457	17.4102
O	-8.3909	2.7816	21.8924
O	-1.3943	1.7885	15.3942
O	-6.8761	12.3455	22.8841
O	4.0051	6.2233	20.0117
O	1.1173	18.034	19.2892
O	-3.2004	12.0403	19.5511
O	-2.9621	24.8536	14.2261
O	2.9753	9.5739	16.5831
O	-7.7785	22.2459	17.6522
O	-2.6472	-8.7405	21.5286
O	1.9008	12.5747	19.6622
O	5.3762	5.5469	14.2198
O	-7.6381	14.8957	15.8922
O	4.0261	-2.1457	19.2872
O	23.97	9.5813	17.7073
O	-6.9159	12.3538	15.253
O	-0.9614	7.6896	19.3773
O	-0.8124	35.1544	17.7919
O	-3.2473	19.471	16.961
O	8.2111	32.9431	20.8846
O	9.8545	6.4698	15.3692
O	-7.7414	9.8331	20.2353
O	-2.8004	-16.6886	17.3552
O	21.8006	-7.836	16.587
O	2.4981	15.135	17.3465
O	16.9465	8.8686	17.6158
O	24.1737	-2.2424	20.1874
O	12.6216	-0.4829	19.858
O	15.1927	12.6565	15.0626
O	16.5132	22.6171	17.3428
O	10.4556	14.4871	20.5816
O	-3.7856	-2.7962	17.3691
O	5.7899	-17.2932	14.7364
O	1.5892	7.2219	19.4483
O	0.3013	13.767	16.9549
O	6.0415	9.7247	19.7672
O	8.0893	14.6364	22.6449
O	3.6023	-7.4357	19.9695
O	-9.4182	9.2808	22.8161
O	1.6722	14.8804	22.9802
O	10.5762	7.5424	20.3176
O	2.1546	2.2048	21.6839
O	16.1244	16.3681	21.8847
O	14.7144	12.0173	17.4445
O	3.8695	23.436	22.892
O	14.5006	1.6667	22.9523
O	7.0185	3.6849	15.0072
O	5.9504	15.5596	21.6909
O	4.6308	20.0556	20.5749
O	-3.8335	3.7481	22.9199
O	-3.4954	-8.2989	19.0612
O	-8.1233	8.1204	14.2094
O	0.8585	11.2951	21.7756
O	4.8588	12.0347	14.7523
O	-7.3685	16.773	17.7858
O	3.742	1.4137	19.786
O	12.7238	14.8199	15.0384
O	4.3529	13.3489	16.8808
O	0.9946	4.2677	22.795
O	21.8435	11.0266	17.1054
O	10.768	21.8612	21.9684
O	4.7365	10.368	21.9719
O	8.918	1.8078	14.876
O	8.1575	2.8639	17.1452
O	15.2538	-9.5287	15.1049
O	1.097	-0.929	15.0627
O	-0.9145	6.3254	22.8185
O	-4.8068	16.2639	22.1871
O	0.0004	-5.4299	13.6979
O	14.4795	-2.1229	18.988
O	14.1817	9.8234	20.5265
O	-1.249	-11.9235	16.0646
O	18.3255	15.9957	20.6335
O	10.7733	10.5448	21.6412
O	8.8282	5.5722	20.2566
O	7.4769	7.6008	19.3904
O	7.6888	13.6766	13.8807
O	-5.2652	5.0507	17.2963
H	0.5508	2.1566	30.9971
H	2.1972	0.516	30.9971
H	3.2676	4.8925	31.0263
H	4.9019	3.2396	31.0263
H	2.1842	5.9901	31.058
H	0.5489	7.642	31.058
H	4.9056	8.7083	30.9757
H	3.2787	10.3684	30.9757
H	0.543	13.1	30.9694
H	2.1922	11.462	30.9694
H	4.8888	14.197	30.9809
H	3.2338	15.8291	30.9809
H	7.5772	0.5415	31.0128
H	5.9324	2.1833	31.0128
H	10.2951	3.2606	31.0192
H	8.6646	4.9171	31.0192
H	6.0094	7.597	30.9755
H	7.6521	5.9526	30.9755
H	10.4034	8.6741	30.9707
H	8.7611	10.3189	30.9707
H	7.6578	11.4273	31.0304
H	6.0207	13.0773	31.0304
H	8.7006	15.7678	31.0317
H	10.3478	14.1278	31.0317
H	11.3915	2.1653	31.039
H	13.0527	0.5396	31.039
H	15.7855	3.2602	31.0014
H	14.1404	4.9023	31.0014
H	13.0472	6.0088	31.0196
H	11.4115	7.6603	31.0196
H	14.1563	10.3828	31.0027
H	15.7999	8.7395	31.0027
H	13.1191	11.385	30.9539
H	11.4631	13.0158	30.9539
H	15.8308	14.1208	30.9949
H	14.1802	15.7571	30.9949
H	-0.8263	3.5401	5.9745
H	0.8117	1.8909	5.9745
H	1.8794	0.8258	6.019
H	3.5385	-0.8023	6.019
H	-0.8108	9.0277	6.0146
H	0.819	7.3705	6.0146
H	3.5399	4.6172	6.0364
H	1.9071	6.2714	6.0364
H	-0.8225	14.4341	5.9953
H	0.8385	12.8081	5.9953
H	1.9197	11.7343	5.9714
H	3.5579	10.0853	5.9714
H	6.2123	1.8927	6.0232
H	4.5889	3.5562	6.0232
H	8.9618	-0.8257	6.0006
H	7.3042	0.8036	6.0006
H	4.6347	8.9865	5.9572
H	6.2724	7.3372	5.9572
H	8.9572	4.6156	6.0174
H	7.332	6.2773	6.0174
H	4.6224	14.4593	5.9727
H	6.275	12.8247	5.9727
H	9.0357	10.0478	5.9707
H	7.396	11.6951	5.9707
H	11.6669	1.8909	6.0246
H	10.0225	3.5337	6.0246
H	14.4303	-0.8267	5.9891
H	12.7758	0.8057	5.9891
H	10.0723	9.0105	6.0214
H	11.7109	7.3621	6.0214
H	14.4118	4.6305	5.9928
H	12.7783	6.284	5.9928
H	10.0899	14.3817	5.9635
H	11.7358	12.7404	5.9635
H	12.7857	11.7051	6.0116
H	14.4574	10.0901	6.0116

Results
free energy: -231033.489 eV
free energy less fixed offsets of H -15.71, O -570.45, Si -639.56 eV per atom: -2.809 eV

Forces (eV/angstrom), in the order of the atoms: element, x, y, z
Si	-0.0019	0.0053	-0.021
Si	-0.0108	-0.0085	-0.0298
Si	0.0109	0.0029	-0.0004
Si	0.0021	-0.0017	-0.0022
Si	0.0168	0.0069	-0.0244
Si	-0.0015	-0.0014	-0.0343
Si	0.002	0.0055	-0.0339
Si	0.0053	-0.004	-0.0316
Si	0.0043	0.0109	-0.0246
Si	0.0017	-0.0026	-0.0284
Si	-0.0097	-0.0084	-0.0215
Si	-0.0019	0.0072	-0.0153
Si	0.0087	-0.0054	-0.0133
Si	-0.0027	-0.002	-0.0041
Si	-0.0015	0.0023	-0.0211
Si	0.0014	-0.0115	-0.0256
Si	-0.0079	-0.0004	-0.0266
Si	-0.0056	-0.0022	-0.041
Si	0.0002	0.0062	0.0036
Si	0.0005	0.0041	0.0041
Si	-0.002	-0.0041	-0.0214
Si	-0.0061	-0.0076	-0.012
Si	0.0017	0.0015	0.0059
Si	-0.0044	-0.0071	0.0042
Si	0.0028	0.004	0.0058
Si	-0.0007	-0.0044	0.0022
Si	0.0008	0.0083	0.0035
Si	-0.0027	0.0022	0.0049
Si	0.0141	0.0027	-0.0052
Si	-0.0024	0.0059	-0.0205
Si	-0.0031	0.004	-0.0227
Si	-0.0017	0.0014	-0.0127
Si	-0.0022	-0.0087	0.0052
Si	0.0007	-0.003	0.0039
Si	-0.0049	0.0025	0.0065
Si	0.0011	0.007	0.0069
Si	-0.0022	-0.0016	-0.0001
Si	-0.0019	0.0006	0.0045
Si	0.0211	-0.0197	0.0074
Si	-0.0139	0.015	0.002
Si	0.0008	-0.0041	0.0073
Si	0.0117	-0.0069	-0.0007
Si	0.0027	-0.0031	0.0116
Si	0.0166	-0.0202	-0.001
Si	-0.0099	0.009	-0.0031
Si	-0.0007	0.0015	0.0083
Si	0.0081	-0.0142	0.0022
Si	-0.0058	0.0017	-0.0005
Si	0.0223	-0.0186	-0.0043
Si	-0.0083	0.0157	-0.0042
Si	-0.0079	0.0036	0.0088
Si	0.0137	-0.0118	-0.0021
Si	-0.0156	0.0205	-0.0009
Si	-0.0032	0.0059	0.0093
Si	0.0082	0.0197	0.0136
Si	-0.0092	-0.0033	0.0281
Si	-0.0215	-0.0012	0.0189
Si	-0.0132	-0.0062	0.0081
Si	0.0032	0.0024	0.0287
Si	-0.0124	0.0002	0.0196
Si	0.0117	0.0093	0.0246
Si	0.0001	0.0172	0.0173
Si	0.0018	0.005	0.013
Si	0.0065	0.0072	0.024
Si	-0.0088	0.0176	0.0219
Si	-0.0039	-0.0131	0.0167
Si	-0.0181	-0.0065	0.0115
Si	-0.0114	0.0088	0.0119
Si	-0.01	-0.0132	0.0307
Si	-0.0057	-0.0019	0.0067
Si	0.0011	0.0174	0.0153
Si	-0.0048	0.0081	0.0286
Si	0.0271	-0.0168	0.2203
Si	0.023	-0.0323	0.219
Si	-0.0043	-0.0121	0.2153
Si	0.0245	0.0056	0.215
Si	0.0199	0.0003	0.2016
Si	0.013	-0.0149	0.1901
Si	0.0146	-0.0162	0.1993
Si	0.0036	-0.0025	0.2112
Si	0.013	-0.0105	0.2194
Si	-0.0028	-0.0128	0.1983
Si	-0.0031	-0.0154	0.212
Si	0.0254	-0.0137	0.2343
Si	0.0202	-0.0232	0.2198
Si	0.0404	-0.0245	0.2139
Si	-0.0081	0.0046	0.2167
Si	0.0027	0.0144	0.218
Si	-0.005	0.0135	0.1915
Si	0.0319	-0.0388	0.2061
Si	0.1505	-0.1417	0.2657
Si	0.258	-0.242	0.35
Si	-0.0071	-0.0103	0.4061
Si	0.0042	-0.0155	0.2582
Si	-0.0417	0.0045	0.0449
Si	-0.0625	0.0285	0.0786
Si	0.0072	0.0464	0.128
Si	-0.0868	0.1267	0.2048
Si	0.1809	-0.1213	0.206
Si	0.1634	-0.1766	0.2437
Si	0.0073	-0.1153	0.4221
Si	0.0752	-0.0453	0.353
Si	0.1072	-0.0554	0.4072
Si	0.0935	-0.0938	0.3116
Si	-0.0541	0.0122	0.3114
Si	-0.0636	0.0025	0.1791
Si	0.1571	-0.1357	0.1343
Si	0.3072	-0.3365	0.2831
Si	-0.1335	0.1216	-0.2866
Si	-0.126	0.0976	-0.3234
Si	0.0426	-0.0747	-0.255
Si	-0.1549	0.1052	-0.1578
Si	-0.2347	0.1691	-0.4498
Si	0.0742	-0.0359	-0.1679
Si	-0.1284	0.262	-0.444
Si	0.0645	0.0298	-0.2067
Si	-0.0934	0.0624	-0.18
Si	-0.0276	0.0418	-0.4146
Si	0.0266	-0.0955	-0.2139
Si	-0.1808	0.0713	-0.2865
Si	0.0926	-0.0027	-0.1413
Si	-0.1877	0.2453	-0.1963
Si	-0.0956	0.0147	-0.4278
Si	-0.0357	0.0712	-0.2331
Si	-0.0976	0.1274	-0.2354
Si	-0.0188	0.0571	-0.3137
Si	-0.022	0.051	-0.207
Si	-0.0219	0.0024	-0.21
Si	0.0281	-0.0295	-0.2125
Si	-0.0237	0.0243	-0.2048
Si	-0.0369	0.0609	-0.1983
Si	0.0063	-0.0175	-0.2035
Si	-0.0167	0.0129	-0.2018
Si	0.0186	-0.0154	-0.2004
Si	-0.03	0.0447	-0.217
Si	0.0128	-0.0045	-0.1971
Si	0.0211	-0.0203	-0.2109
Si	-0.0475	0.0585	-0.2356
Si	-0.0026	-0.0209	-0.2015
Si	-0.0487	0.0276	-0.2133
Si	-0.0047	0.012	-0.2077
Si	0.0095	-0.0149	-0.2069
Si	-0.0503	0.0478	-0.2239
Si	0.0012	-0.0172	-0.1959
Si	-0.0009	-0.0074	-0.0191
Si	0.0019	0.0065	-0.0292
Si	-0.0043	-0.0127	-0.0078
Si	0.0061	0.0001	-0.0174
Si	0.0128	0.0078	-0.0182
Si	0.0164	-0.0219	-0.0262
Si	0.0111	-0.0128	-0.0284
Si	0.0072	-0.0159	-0.0193
Si	0.0034	0.0025	-0.0252
Si	-0.0035	0.0036	-0.0219
Si	-0.0049	-0.0057	-0.0114
Si	0.0067	0.0017	-0.0116
Si	0.0102	0.0032	-0.0097
Si	0.0108	0.0032	-0.0151
Si	0.0135	-0.0052	-0.0159
Si	0.0254	0.0024	-0.0151
Si	-0.0074	-0.008	-0.0212
Si	-0.0111	-0.008	-0.023
Si	0.0027	-0.0116	-0.0034
Si	0.0067	-0.0007	0.0003
Si	-0.0037	0.0044	-0.0089
Si	-0.0044	0.0071	-0.0125
Si	-0.0036	0.0037	0.0005
Si	-0.0022	-0.001	0.0035
Si	0.0063	0.0017	-0.0047
Si	0.007	0.0014	0.0012
Si	-0.0045	0.0056	-0.0035
Si	-0.007	0.0021	-0.0021
Si	-0.0126	0.0058	-0.0045
Si	-0.0012	0.0051	-0.011
Si	-0.0075	0.0026	-0.0072
Si	0.0023	-0.0012	-0.0142
Si	-0.009	0.0053	-0.0042
Si	-0.0057	0.003	0.0059
Si	0.0049	0.0014	-0.0029
Si	0.0042	0.0006	-0.004
Si	-0.0051	0.0058	0.0012
Si	0.0002	-0.0003	-0.0023
Si	0.0073	0.0064	0.0088
Si	-0.0049	0.0017	0.0006
Si	-0.0026	-0.0072	0.004
Si	0.0035	0.0042	0.0059
Si	-0.0033	-0.0001	0.0048
Si	0.0015	-0.0089	0.0047
Si	-0.0001	-0.0011	0.0012
Si	-0.0055	-0.0035	-0.0022
Si	0.0038	-0.0014	0.0166
Si	-0.0054	-0.0008	0.0021
Si	0.0052	-0.0017	0.0095
Si	-0.0122	-0.0008	0.0048
Si	0.0099	0.0076	0.0021
Si	0.0084	-0.0009	0.0048
Si	-0.0046	0.0026	-0.0013
Si	0.0057	-0.0075	0.0049
Si	0.0036	-0.0059	-0.0192
Si	0.0003	0.005	-0.0203
Si	-0.0052	0.0054	-0.0222
Si	0.0099	-0.0054	-0.0242
Si	0.0069	-0.008	-0.0238
Si	-0.0081	-0.0022	-0.0292
Si	-0.0003	0.007	-0.0158
Si	0.0027	0.0067	-0.0272
Si	-0.0007	-0.0067	-0.0274
Si	-0.0101	0.0109	-0.0298
Si	-0.0054	0.005	-0.0245
Si	0.0034	-0.0016	-0.0241
Si	0.0007	-0.0048	-0.0285
Si	0.0006	0.0028	-0.0242
Si	0.0016	-0.0019	-0.0151
Si	-0.0036	-0.001	-0.022
Si	0.0003	0.0055	-0.0258
Si	0.0073	-0.0033	-0.0251
Si	0.0094	0.0031	-0.046
Si	0.0063	-0.0017	-0.0397
Si	-0.0044	-0.0017	-0.0565
Si	0.004	-0.0006	-0.0365
Si	-0.0023	-0.0007	-0.0491
Si	-0.0093	-0.004	-0.0567
Si	-0.0015	-0.0053	-0.0341
Si	0.005	0.003	-0.0538
Si	-0.0009	-0.0045	-0.0456
Si	0.0109	-0.002	-0.0488
Si	0.0026	0.0055	-0.0437
Si	-0.0016	-0.0026	-0.0351
Si	-0.0126	0.009	-0.0526
Si	-0.0054	0.0051	-0.059
Si	0.0042	0.0069	-0.0472
Si	0.0101	0.0026	-0.0575
Si	0.0082	-0.0095	-0.0442
Si	0.0036	0.0017	-0.0493
Si	-0.0009	-0.0016	-0.0392
Si	0.0039	-0.0025	-0.0348
Si	-0.0042	-0.0046	-0.026
Si	-0.0109	0.0039	-0.0477
Si	-0.0116	-0.0035	-0.0539
Si	0.0026	0.01	-0.0534
Si	0.0116	-0.0017	-0.0649
Si	-0.0036	0.0091	-0.0575
Si	0.0098	-0.0002	-0.0689
Si	0.0028	-0.0035	-0.0467
Si	-0.0055	0.0063	-0.0301
Si	0.0005	0.0032	-0.0402
Si	0.0039	-0.0135	-0.0383
Si	0.0046	0.0063	-0.0518
Si	-0.0084	0.0044	-0.0416
Si	-0.0044	0.0087	-0.0617
Si	-0.0058	0.0005	-0.0556
Si	0.0213	-0.0073	-0.0475
Si	0.0044	0.0047	-0.0386
Si	0.008	0.0025	-0.0379
Si	0.009	0.0019	-0.0519
Si	-0.0043	0.0003	-0.0421
O	-0.006	0.0082	0.0069
O	0.0019	-0.0048	0.0125
O	-0.0004	-0.0006	0.0111
O	-0.0058	0.0063	0.0126
O	0.0074	-0.0235	0.0514
O	-0.001	-0.0079	0.0408
O	-0.0039	-0.003	0.0279
O	-0.0077	-0.0069	0.0232
O	0.0028	-0.0018	0.0141
O	-0.015	-0.0026	0.0413
O	-0.011	0.0222	0.0508
O	0.0065	0.0127	0.0262
O	0.0071	-0.0098	0.0142
O	0.0178	-0.0122	0.0354
O	-0.012	-0.0014	0.0216
O	0.0069	0.0021	0.0252
O	0.0086	0.0024	0.0049
O	-0.0027	-0.0065	0.0175
O	0.0051	0.0098	0.0238
O	-0.0003	0.0003	0.0089
O	-0.0044	-0.0028	0.0211
O	-0.0015	0.0017	0.0129
O	-0.005	0.002	0.0497
O	-0.0056	0.0055	0.0088
O	-0.0034	0.0059	0.0064
O	-0.0043	-0.0037	0.017
O	-0.0008	0.0016	0.0269
O	-0.0145	0.0114	0.0085
O	-0.0031	0.0087	0.0195
O	-0.0027	0.0064	0.0184
O	-0.0018	0.0038	0.0262
O	0.0051	-0.0058	0.0041
O	-0.0035	0.0055	0.0217
O	-0.0137	0.0164	0.043
O	0.0082	-0.0015	0.0214
O	-0.0069	0.0082	0.0516
O	-0.0039	0.0019	0.0218
O	-0.0108	-0.0064	0.0173
O	0.0036	0.0059	0.0426
O	-0.0008	0.0011	0.0188
O	0.0027	-0.004	0.0265
O	0.0147	-0.0115	0.0288
O	0.0194	0.0003	0.0311
O	0.0017	-0.0104	0.0342
O	-0.0013	0.0017	0.0066
O	0.0015	-0.0024	0.0169
O	-0.013	0	0.0248
O	0.0035	-0.0032	0.0562
O	-0.0055	0.0025	0.0176
O	0.0013	-0.0049	0.007
O	0.0053	0.0023	0.0241
O	-0.0054	-0.0135	0.0404
O	0.0052	-0.0044	0.0363
O	-0.0032	0.0024	0.0076
O	-0.0198	0.0086	0.0322
O	0.0086	-0.0118	0.0175
O	-0.0002	-0.0016	0.0063
O	-0.0126	-0.0056	0.0335
O	0.0043	-0.0015	0.0231
O	0.0117	0.0054	0.0281
O	0.0049	0.0032	0.0255
O	0.0029	0.0004	0.0155
O	0.007	-0.0002	0.0188
O	-0.0054	-0.0072	0.0221
O	-0.0125	0.0104	0.0338
O	-0.0158	-0.0079	0.0333
O	0.0026	0.002	0.0231
O	0.0025	0.0122	0.0299
O	0.0138	0.0089	0.0251
O	0.0059	-0.0088	0.0214
O	-0.0023	0.0087	0.0202
O	0.0075	-0.0004	0.0168
O	0.0003	0.0021	0.0132
O	-0.0106	0.0048	0.0132
O	-0.0004	-0.0075	0.0259
O	0.005	0.011	0.0124
O	0.0026	-0.0019	0.0176
O	0.0123	-0.0045	0.0186
O	-0.0047	-0.0138	0.0354
O	0.0048	0.0174	0.0489
O	-0.0095	0.005	0.0263
O	-0.0113	0.0034	0.0286
O	0.0054	-0.0105	0.0259
O	0.0057	-0.0067	0.0143
O	0.0039	-0.0071	0.0165
O	-0.0152	0.0109	0.0392
O	-0.0018	-0.0053	0.0115
O	-0.0038	0.0091	0.0023
O	0.008	0.0008	0.0181
O	0.003	0.0015	0.0085
O	-0.0011	-0.0213	0.0449
O	0.009	-0.0002	0.0178
O	-0.0035	0.0024	0.0127
O	0.0051	0.0032	0.0317
O	0.0008	-0.0066	0.0273
O	-0.0044	0.0092	0.0226
O	0.0093	-0.0068	0.0084
O	0.0006	-0.0021	0.0109
O	0.0158	-0.016	0.0362
O	0.0134	0.0046	0.0591
O	-0.0089	0.0035	0.0179
O	0.0037	-0.0012	0.0287
O	0.0053	-0.004	0.0148
O	-0.0027	0.0011	0.0242
O	-0.0057	0.0068	0.0087
O	-0.0078	0.0003	0.0245
O	-0.0062	0.0063	0.0043
O	0.0015	0.0025	0.0262
O	0.0028	0.0037	0.0246
O	0.0023	-0.0038	0.0124
O	-0.0048	-0.0078	0.0162
O	0.0062	0.0064	0.0527
O	0.0112	0.0045	0.0258
O	-0.0008	0.0005	0.0119
O	0.006	-0.0025	0.0131
O	-0.0055	0.0087	0.0132
H	0.1841	-0.2545	-0.3122
H	-0.435	0.3488	-0.17
H	0.238	-0.2371	-0.336
H	-0.3653	0.3688	-0.1521
H	-0.2386	0.3085	-0.2334
H	0.2753	-0.2711	-0.2383
H	-0.2008	0.2901	-0.2326
H	0.2424	-0.3066	-0.2354
H	0.3736	-0.3288	-0.2595
H	-0.2431	0.2448	-0.2932
H	-0.1976	0.176	-0.3232
H	0.421	-0.3286	-0.2403
H	-0.2736	0.1477	-0.2994
H	0.229	-0.4478	-0.2498
H	-0.2489	0.2173	-0.3051
H	0.3446	-0.4269	-0.1822
H	0.2209	-0.1961	-0.31
H	-0.3504	0.4369	-0.1934
H	-0.3817	0.4667	-0.2011
H	0.259	-0.1405	-0.3502
H	-0.2377	0.2868	-0.2056
H	0.2647	-0.1679	-0.2508
H	0.1989	-0.2677	-0.2638
H	-0.2847	0.2035	-0.2052
H	0.2285	-0.3008	-0.2522
H	-0.2598	0.2134	-0.2062
H	-0.2357	0.2969	-0.2083
H	0.2145	-0.2852	-0.2638
H	-0.213	0.2443	-0.2746
H	0.4526	-0.3783	-0.1844
H	0.4673	-0.296	-0.203
H	-0.2121	0.2788	-0.3099
H	-0.5231	0.2787	-0.193
H	0.1931	-0.1855	-0.3523
H	-0.3973	0.404	-0.1186
H	0.1275	-0.2273	-0.3672
H	0.2865	-0.256	0.2301
H	-0.2827	0.2988	0.279
H	0.3257	-0.3054	0.2283
H	-0.2639	0.2825	0.3035
H	0.3207	-0.3086	0.2526
H	-0.2838	0.2329	0.248
H	-0.3191	0.2946	0.2857
H	0.2744	-0.247	0.2458
H	0.305	-0.3167	0.1885
H	-0.2465	0.2955	0.3042
H	0.291	-0.2807	0.2641
H	-0.2399	0.2971	0.2712
H	-0.238	0.2489	0.31
H	0.3583	-0.3354	0.1705
H	-0.1838	0.2366	0.2954
H	0.3012	-0.2474	0.2465
H	0.2384	-0.292	0.263
H	-0.3667	0.2469	0.26
H	-0.2888	0.2914	0.253
H	0.3205	-0.3229	0.245
H	0.2947	-0.2892	0.2501
H	-0.1727	0.2488	0.2795
H	-0.3698	0.3456	0.2378
H	0.2059	-0.212	0.2559
H	-0.2817	0.2102	0.2838
H	0.2751	-0.3102	0.2654
H	-0.2206	0.3181	0.3034
H	0.2996	-0.2337	0.2067
H	0.3277	-0.3995	0.2281
H	-0.2704	0.288	0.2782
H	-0.2674	0.2373	0.2946
H	0.2976	-0.3068	0.2285
H	0.2156	-0.2046	0.2506
H	-0.3428	0.3512	0.2471
H	0.3663	-0.3266	0.2488
H	-0.2894	0.3133	0.2715

The program warned: the cutoff lies below the one the program advises for these potential files; the forces do not sum to zero within the program's tolerance; empty levels may hold ghost states of the PAW files; the exchange-correlation potential is rough where the density is thin.
